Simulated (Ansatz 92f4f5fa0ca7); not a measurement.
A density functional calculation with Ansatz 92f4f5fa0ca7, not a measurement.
Periodic cell of 237 atoms, Si146O90As1, from a study of silicon, its oxide and their interface. The atomic structure is a simulated model.
Doubt: the cutoff is far below the 930 eV that the study's wrapper takes by default for these files, so forces and energies are approximate.
This geometry differs little from another in the collection (a relaxation step or a small displacement).

Settings: functional PBE; potential files Ansatz PAW; basis plane waves; wave-function cutoff 580 eV; density cutoff ratio 5; exchange-correlation grid ratio 1; k mesh 1 x 1 x 1, Gamma-centred; self-consistency stop 5e-08 eV per atom in the density residual; occupations fixed; spin none; net charge +1 e, with a uniform compensating background and no finite-size correction.

Cell vectors (angstrom)
a, 11.6015, 0, 0
b, 0, 10.938, 0
c, 0, 0, 32.0622

Atoms: element, x, y, z (angstrom)
Si, -0.2266, -0.0815, 23.2725
Si, 3.6985, 0.1866, 23.0874
Si, 7.5476, -0.1495, 23.4363
Si, 1.6866, 1.3306, 23.357
Si, 5.7449, 1.408, 23.1711
Si, 9.4256, 1.2323, 23.3439
Si, 0.1583, 5.3227, 23.4307
Si, 4.1141, 5.2982, 23.3664
Si, 8.0289, 5.5954, 23.5363
Si, 2.1541, 6.5936, 23.3557
Si, 5.9705, 6.7713, 23.4767
Si, 9.9956, 6.8755, 23.6002
As, 1.9074, 2.6503, 25.3866
Si, 5.8488, 2.6348, 25.2466
Si, 9.6173, 2.6659, 25.2602
Si, 11.5573, 4.0411, 25.3716
Si, 3.9518, 4.013, 25.3324
Si, 7.7451, 4.0995, 25.3465
Si, 1.976, 8.1462, 25.1853
Si, 5.7766, 8.1666, 25.3611
Si, 9.7095, 8.261, 25.442
Si, 11.6402, 9.5535, 25.2622
Si, 3.866, 9.5829, 25.0571
Si, 7.6919, 9.5239, 25.4072
Si, 11.6337, -0.0199, 27.209
Si, 3.9151, -0.0618, 27.1089
Si, 7.7585, -0.0282, 27.2949
Si, 1.9854, 1.2754, 27.3482
Si, 5.8337, 1.3243, 27.2086
Si, 9.689, 1.3352, 27.2171
Si, 11.6003, 5.4678, 27.251
Si, 3.84, 5.4296, 27.2466
Si, 7.7156, 5.4549, 27.2757
Si, 1.9355, 6.8315, 27.1765
Si, 5.7672, 6.7987, 27.2726
Si, 9.6537, 6.812, 27.293
Si, 1.9436, 2.7359, 29.2153
Si, 5.8012, 2.717, 29.1385
Si, 9.6758, 2.7221, 29.1558
Si, 0.0053, 4.0952, 29.1749
Si, 3.8737, 4.0912, 29.1915
Si, 7.7353, 4.0884, 29.1922
Si, 1.9418, 8.1895, 29.1276
Si, 5.7934, 8.1836, 29.1885
Si, 9.6774, 8.1867, 29.216
Si, 0.0089, 9.5537, 29.1608
Si, 3.8707, 9.5602, 29.1144
Si, 7.7371, 9.5418, 29.21
Si, 0.0004, -0.002, 31.1002
Si, 3.8645, 0.0017, 31.0688
Si, 7.7323, 0.001, 31.1204
Si, 1.9315, 1.3607, 31.1334
Si, 5.7986, 1.3645, 31.0749
Si, 9.668, 1.361, 31.1001
Si, 0.0112, 5.4719, 31.1051
Si, 3.8715, 5.4797, 31.1171
Si, 7.742, 5.4676, 31.1281
Si, 1.9398, 6.844, 31.0814
Si, 5.8054, 6.835, 31.1255
Si, 9.68, 6.8305, 31.1513
Si, 1.9327, 2.7539, 0.9968
Si, 5.7993, 2.7499, 0.9358
Si, 9.667, 2.7368, 0.9758
Si, -0.01, 4.1079, 0.9707
Si, 3.868, 4.1163, 0.9888
Si, 7.7404, 4.1124, 1.0042
Si, 1.9324, 8.2184, 0.9549
Si, 5.7983, 8.2292, 0.9759
Si, 9.6702, 8.2222, 1.0143
Si, 0.0001, 9.5898, 0.9904
Si, 3.8615, 9.5913, 0.9655
Si, 7.7387, 9.5803, 0.9942
Si, 11.6112, 0.0392, 2.9276
Si, 3.8584, 0.0264, 2.9193
Si, 7.7426, 0.0269, 2.9105
Si, 1.9369, 1.4042, 2.937
Si, 5.8135, 1.3696, 2.8419
Si, 9.6625, 1.3898, 2.9292
Si, 11.5679, 5.5077, 2.8766
Si, 3.8789, 5.5014, 2.9202
Si, 7.7391, 5.519, 2.9279
Si, 1.9157, 6.8255, 2.8657
Si, 5.8105, 6.8652, 2.8968
Si, 9.6623, 6.9034, 2.9809
Si, 1.9151, 2.8384, 4.831
Si, 5.8385, 2.7292, 4.7508
Si, 9.6006, 2.8027, 4.8402
Si, 11.5432, 4.1382, 4.7861
Si, 3.921, 4.1018, 4.8302
Si, 7.7182, 4.2093, 4.8904
Si, 1.889, 8.1527, 4.8056
Si, 5.8101, 8.2664, 4.7945
Si, 9.6631, 8.3287, 4.9175
Si, 11.6347, 9.6572, 4.8913
Si, 3.819, 9.49, 4.7929
Si, 7.7234, 9.6827, 4.8958
Si, 11.5965, 0.2367, 6.7825
Si, 3.7547, -0.0495, 6.6631
Si, 7.713, 0.0621, 6.9203
Si, 2.0484, 1.5065, 6.7678
Si, 5.7118, 1.2792, 6.629
Si, 9.6449, 1.5249, 6.8397
Si, 11.5262, 5.5032, 6.7071
Si, 3.983, 5.4367, 6.7982
Si, 7.7391, 5.6757, 6.8358
Si, 1.976, 6.6453, 6.6588
Si, 5.8131, 6.9804, 6.7547
Si, 9.7559, 7.0448, 6.9217
O, 9.9991, 7.974, 8.3063
O, 7.6637, 9.9389, 8.2244
O, 7.4023, 4.7389, 8.1683
O, 3.3753, 10.3524, 8.2101
O, 2.0375, 7.558, 8.028
O, 4.0006, 4.5904, 8.2508
O, 9.7796, 2.4514, 8.2241
O, 2.6115, 2.3443, 8.1238
O, 11.3867, 4.5753, 8.0724
O, 5.3597, 2.3764, 7.8177
O, 5.8184, 7.9837, 8.0898
O, 11.3131, 10.3166, 8.1566
O, 11.269, 10.0815, 21.7955
O, 3.2074, 10.7368, 21.5179
O, 5.7714, 7.7461, 22.1439
O, 4.227, 4.441, 21.9356
O, 7.6699, 9.665, 22.1894
O, 10.3382, 7.6623, 22.1832
O, 1.5896, 2.4379, 22.1494
O, 5.9513, 2.4358, 21.8684
O, 8.4466, 4.6951, 22.2067
O, -0.0783, 4.4774, 22.0054
O, 2.3297, 7.3941, 21.9266
O, 9.1222, 1.8855, 21.8537
Si, 1.9166, 7.7864, 9.6138
Si, 5.0394, 0.582, 17.6732
Si, 2.489, 5.4167, 14.021
Si, 10.5628, 3.8618, 14.0486
Si, 8.2811, 2.3862, 15.2512
Si, 9.5452, 2.2439, 20.3221
Si, 10.5081, 3.6522, 9.0821
Si, 0.0369, 2.3162, 11.5704
Si, 11.0268, 8.1345, 15.3948
Si, 5.1633, 6.9339, 13.9871
Si, 5.752, 2.6192, 11.1189
Si, 8.5679, 7.677, 19.376
Si, 8.1239, 4.8501, 20.6174
Si, 5.9167, 9.5859, 15.1915
Si, 2.1055, 7.6387, 20.3313
Si, 1.9304, 4.8874, 18.7775
Si, 4.5024, 3.4443, 17.9966
Si, 8.5058, 8.9283, 16.8045
Si, 0.8319, 9.4809, 13.3008
Si, 9.9121, 10.6543, 11.7276
Si, 5.3587, 3.7024, 20.9943
Si, 0.5821, 5.5246, 16.2581
Si, 10.785, 9.1527, 9.1541
Si, 6.5532, 8.8867, 21.2756
Si, 7.1178, 7.1121, 11.4899
Si, 2.6764, 0.736, 12.2195
Si, 10.8843, 8.6758, 21.0302
Si, 6.0453, 4.3291, 15.6231
Si, 7.0839, 0.4892, 12.9718
Si, 4.0583, 2.9828, 8.5974
Si, 0.8777, 6.7415, 11.8989
Si, 6.5735, 9.0507, 9.0821
Si, 0.658, 3.3017, 21.1235
Si, 9.7996, 6.5091, 12.893
Si, 7.716, 4.5404, 9.7553
Si, 3.9739, 10.0811, 20.2052
Si, 4.2612, 3.0383, 13.5291
Si, 3.857, 10.0131, 9.7418
Si, 8.0536, 0.776, 18.0198
O, 11.5138, 3.2303, 12.9012
O, 9.3409, 4.4767, 9.8854
O, 8.8184, 3.6149, 19.8444
O, 4.0397, -0.0563, 18.8023
O, 11.3229, 4.5345, 15.3151
O, 9.8562, 9.7969, 10.3294
O, 3.7697, 1.5325, 13.1391
O, 0.6565, 9.0581, 14.8676
O, 6.4733, 0.9758, 18.3769
O, 4.7629, 3.1651, 19.5934
O, 6.2515, 1.1847, 11.7426
O, 0.5466, 8.6362, 9.8709
O, 5.6528, 4.319, 17.2219
O, 8.4415, 7.2043, 12.4043
O, 4.407, 2.6349, 10.1558
O, 2.0683, 5.6482, 15.5788
O, 3.379, 0.0663, 10.9189
O, 5.8847, 7.2259, 12.5473
O, 2.3064, 6.3419, 19.3945
O, 0.6523, 4.9398, 17.7782
O, 8.415, 10.6908, 12.3731
O, 5.4767, 10.0762, 9.7
O, 0.588, 8.1947, 20.19
O, 9.7712, 2.6004, 14.6809
O, 2.0026, 10.5919, 13.2244
O, 9.949, 9.1095, 16.1016
O, 6.1419, 10.3541, 13.7675
O, 7.4589, 1.5942, 14.1034
O, 1.6597, 3.9019, 20.0288
O, 5.9118, 5.7955, 14.9133
O, 7.34, 8.9478, 15.6854
O, 1.5143, 1.673, 11.6049
O, 7.2039, 8.2925, 10.3689
O, 4.3219, 1.9892, 17.2716
O, 7.0345, 3.1669, 10.2842
O, 11.543, 7.0096, 16.4434
O, 8.2809, 10.135, 17.8404
O, 3.2694, 8.538, 10.107
O, 7.5925, 3.84, 15.5143
O, 3.1475, 4.312, 17.8924
O, 2.8997, 3.8868, 13.7059
O, 1.3376, 8.2027, 12.4445
O, 1.2057, 5.678, 13.0694
O, 4.9729, 8.302, 14.8621
O, 11.171, 2.3832, 20.3362
O, 10.9788, 9.9883, 12.7611
O, 5.2878, 3.5789, 12.3652
O, 5.0891, 3.2014, 14.9182
O, 6.4925, 4.8031, 20.5574
O, 8.4001, 1.562, 16.6471
O, 10.413, 1.2428, 11.463
O, 10.8727, 6.6155, 11.6608
O, 3.2402, 8.6861, 19.8436
O, 1.7158, 6.4387, 10.5236
O, 7.1451, 8.2082, 19.9456
O, 8.4988, 7.5852, 17.7497
O, 3.6758, 6.4253, 13.6111
O, 9.5662, 4.9604, 13.3517
O, 5.4931, 9.9929, 20.7779
O, 10.33, 7.3663, 14.1537
O, 8.7753, 6.1809, 19.9739
O, 7.0722, 5.7152, 10.6633
O, 5.2644, 10.5433, 16.3693
O, 9.0483, 1.1455, 19.252
O, 11.5775, 3.1658, 10.1887
O, 9.7209, 8.7167, 19.8982

Results
free energy: -148858.048 eV
free energy less fixed offsets of As -4856.12, O -568.88, Si -635.61 eV per atom: -3.668 eV

Forces (eV/angstrom), in the order of the atoms: element, x, y, z
Si, -0.0173, 0.0353, 0.0345
Si, -0.067, 0.1104, 0.0543
Si, 0.001, 0.0389, 0.0073
Si, 0.0588, -0.1036, -0.008
Si, 0.0222, -0.0629, -0.0018
Si, 0.0226, -0.0503, 0.024
Si, -0.0122, 0.0649, 0.027
Si, 0.0039, 0.0443, 0.071
Si, 0.0095, 0.0995, 0.0102
Si, -0.0033, -0.0561, 0.0073
Si, -0.0344, -0.095, -0.0165
Si, 0.0313, -0.0785, 0.0093
As, 0.0029, -0.0206, -0.0187
Si, -0.0242, -0.0075, 0.0096
Si, 0.0167, 0.0159, 0.0013
Si, -0.0251, -0.0064, -0.07
Si, 0.0143, 0.0635, -0.0191
Si, 0.0111, -0.0134, -0.0034
Si, -0.017, -0.001, 0.0096
Si, 0.0271, 0.0194, -0.0036
Si, -0.0176, 0.0162, -0.0285
Si, 0.011, 0.002, -0.0076
Si, 0.0066, -0.0173, 0.0261
Si, -0.0065, -0.0174, 0.0242
Si, 0.0098, 0.0009, -0.0166
Si, -0.0044, 0.0172, -0.0212
Si, 0.0021, 0.0331, -0.0075
Si, -0.0083, -0.0121, 0.0559
Si, 0.0239, -0.0167, 0.0106
Si, -0.0196, -0.0245, 0.0217
Si, -0.0168, 0.0369, 0.036
Si, 0.0251, -0.0046, -0.0122
Si, -0.0139, 0.0275, -0.0064
Si, 0.0132, 0.0065, -0.0278
Si, -0.0261, -0.009, 0.0055
Si, 0.0196, -0.0156, -0.0005
Si, 0.0216, 0.0034, -0.0434
Si, -0.0094, 0.0235, -0.0204
Si, 0.009, 0.0186, -0.0255
Si, -0.0075, -0.0135, 0.0136
Si, -0.0037, -0.0153, 0.0078
Si, -0.0052, -0.0294, 0.0234
Si, -0.0086, -0.0123, 0.0057
Si, -0.0006, -0.003, 0.0111
Si, -0.0178, -0.0002, 0.027
Si, 0.001, 0.0107, -0.0158
Si, 0.0162, -0.0141, -0.0189
Si, 0.0067, -0.0081, 0.0079
Si, 0.0003, 0.0005, 0.0095
Si, -0.0013, 0.0174, 0.0052
Si, -0.0023, -0.0019, -0.0038
Si, -0.0054, -0.0025, -0.0033
Si, 0.0099, 0, 0.0008
Si, -0.0053, -0.0048, 0.0025
Si, 0.0022, -0.0001, -0.0042
Si, -0.0003, 0.0025, -0.0076
Si, -0.0016, 0.0122, 0
Si, 0.0048, -0.0063, 0.0029
Si, 0.0004, -0.0026, -0.0055
Si, -0.0021, -0.0094, -0.0074
Si, 0.0063, -0.0076, 0.0141
Si, -0.0069, -0.004, -0.0024
Si, 0.0008, 0.0006, 0.008
Si, -0.0118, 0.0095, -0.0126
Si, 0.0022, 0.0057, -0.002
Si, 0.0062, 0.0053, -0.0047
Si, -0.0008, 0.0023, -0.0152
Si, 0.0038, 0.001, -0.0056
Si, -0.0045, 0.0056, 0.0059
Si, -0.005, 0.0065, 0.0119
Si, 0.0012, -0.0064, 0.0102
Si, 0.0027, 0.0003, 0.0028
Si, -0.0018, -0.0034, -0.0057
Si, -0.0039, 0.0051, -0.0047
Si, 0.0017, 0.0003, -0.0001
Si, -0.001, 0.0026, -0.0032
Si, 0.0024, -0.0009, 0.0005
Si, 0.0021, 0.0005, -0.0022
Si, -0.0058, -0.0058, 0.0057
Si, 0.0048, -0.0056, 0.0016
Si, -0.0026, -0.0058, 0.0002
Si, 0.002, 0.0034, 0.0012
Si, 0.0015, 0.0038, -0.0015
Si, 0.0002, 0.0067, -0.0071
Si, -0.0027, -0.0091, 0.0072
Si, 0.0001, -0.0041, 0.0026
Si, -0.008, -0.0056, 0.004
Si, 0.0061, 0.0078, 0.0099
Si, -0.0024, 0.0031, 0.0096
Si, 0.005, 0.0053, 0.005
Si, -0.0012, -0.0065, 0.0096
Si, -0.0017, -0.009, 0.0072
Si, -0.001, -0.0065, 0.0083
Si, 0.001, 0.0096, 0.0048
Si, 0.0038, 0.005, 0.0042
Si, -0.0002, 0.0055, 0.0025
Si, 0, 0.0056, -0.0121
Si, -0.0053, 0.0013, -0.017
Si, -0.0019, 0.0098, -0.0133
Si, -0.0049, 0.0021, -0.0183
Si, 0.0147, -0.0039, -0.0068
Si, 0.0075, -0.0057, -0.019
Si, -0.0009, 0.0033, -0.0141
Si, -0.0009, 0.005, -0.0074
Si, 0.0009, 0.0157, -0.0135
Si, 0, -0.0069, -0.0189
Si, 0.0049, -0.0103, -0.0167
Si, 0.0022, -0.0142, -0.013
O, 0.0102, 0.0256, 0.0041
O, -0.0127, -0.0238, 0.0054
O, 0.0003, -0.0186, 0.0212
O, 0.0005, -0.0154, 0.019
O, -0.0013, 0.0166, 0.0115
O, 0.0029, -0.0217, -0.0013
O, 0.0064, 0.0273, 0.006
O, 0.0193, 0.0118, -0.0036
O, -0.0119, -0.0244, 0.008
O, -0.0152, 0.015, -0.0072
O, 0.0073, 0.027, 0.0059
O, -0.0126, -0.0306, 0.0136
O, 0.0033, -0.046, -0.0298
O, 0.0173, -0.0324, -0.0347
O, 0.0305, 0.0585, -0.0137
O, 0.0139, -0.051, -0.0354
O, -0.0011, -0.0169, -0.0092
O, 0.0055, 0.0368, -0.0084
O, 0.005, 0.0348, -0.0138
O, -0.0015, 0.0289, -0.0065
O, 0.0026, -0.0219, -0.0115
O, 0.008, -0.0596, -0.0106
O, -0.0048, 0.0223, -0.0579
O, -0.0075, 0.0231, -0.0173
Si, 0.003, 0.0099, 0.0114
Si, 0.0008, 0.0041, -0.0523
Si, 0.001, -0.0006, -0.0072
Si, 0.0054, 0.005, -0.0154
Si, -0.0041, -0.007, -0.0243
Si, 0.0088, 0.0097, -0.0096
Si, -0.0023, 0.0001, 0.0009
Si, -0.0021, 0.0034, 0.0091
Si, -0.0076, 0.0044, -0.019
Si, 0.0042, -0.0009, -0.0116
Si, -0.0024, 0.0105, 0.0108
Si, 0.0158, 0.0052, -0.0369
Si, -0.0093, 0.005, -0.0166
Si, 0.0005, -0.0003, -0.018
Si, -0.0019, 0.0047, 0.0139
Si, 0.008, 0.0006, -0.0323
Si, -0.0038, 0.0018, -0.0333
Si, -0.0002, -0.0021, -0.0366
Si, 0.0039, 0.0073, -0.0039
Si, 0.0017, -0.0087, 0.0076
Si, -0.0232, 0.0247, 0.0279
Si, -0.0004, -0.0025, -0.0215
Si, -0.0058, -0.0007, -0.0049
Si, -0.0203, -0.0166, 0.0168
Si, 0.0034, 0.0029, 0.0041
Si, 0.0042, -0.006, 0.0035
Si, -0.0064, 0.0034, 0.0209
Si, -0.0001, 0.0049, -0.0279
Si, 0.0006, 0.0013, -0.0011
Si, -0.0109, 0.0084, 0.0086
Si, 0.0056, -0.0007, 0.0101
Si, 0.0044, 0.0036, 0.0049
Si, -0.0362, 0.0301, 0.0034
Si, -0.0083, 0.0029, 0.003
Si, 0.0034, -0.0021, 0.0089
Si, -0.0072, -0.0204, 0.0044
Si, 0.0035, -0.0033, -0.0065
Si, 0.0021, -0.0013, 0.0111
Si, 0.0046, -0.0011, -0.048
O, -0.0056, 0.0051, 0.0068
O, -0.0048, 0.0038, -0.0111
O, 0.0042, -0.0087, 0.0222
O, 0.002, 0.0087, 0.0232
O, -0.0045, -0.0032, 0.0117
O, -0.0079, 0.0133, 0.0071
O, 0.0024, 0.0072, 0.0006
O, 0.0022, -0.0037, 0.0124
O, -0.0018, -0.0021, 0.0267
O, -0.0134, -0.0139, -0.0113
O, 0.006, -0.0089, -0.0078
O, 0.0144, -0.0041, -0.0101
O, 0.0034, 0.0003, 0.0206
O, 0.0085, -0.0015, -0.0024
O, 0.014, -0.0043, 0.0089
O, -0.0008, 0.0001, 0.0106
O, -0.0087, 0.0112, 0.0009
O, -0.009, -0.002, 0.0031
O, -0.004, -0.0099, 0.018
O, -0.0051, 0.0011, 0.0165
O, -0.0071, 0.0038, -0.0042
O, -0.0066, 0.0046, -0.014
O, 0.0044, -0.0038, 0.0114
O, -0.0009, 0.0001, 0.0071
O, -0.0047, -0.0043, -0.0001
O, 0.0048, -0.0015, 0.0141
O, -0.0009, -0.0033, 0.0027
O, 0.002, 0.0059, 0.0108
O, 0.0156, 0.014, 0.0019
O, -0.0018, -0.0029, 0.0121
O, -0.0006, 0.0008, 0.0136
O, -0.0004, -0.0008, -0.0133
O, 0.0041, -0.015, 0.0043
O, -0.0008, -0.0007, 0.0194
O, -0.0068, -0.0073, -0.0121
O, 0.0009, -0.001, 0.0091
O, 0.0017, -0.0024, 0.0305
O, -0.003, -0.0038, -0.0172
O, -0.0011, -0.0013, 0.0122
O, 0.0035, -0.0046, 0.0186
O, 0.0007, 0.0027, -0.0028
O, -0.0017, 0.0051, -0.0043
O, 0.0011, -0.0027, -0.0012
O, -0.0026, 0.0012, 0.009
O, 0.0049, -0.0076, 0.0188
O, 0.0091, -0.0015, 0.0012
O, -0.004, 0.0008, 0.0025
O, -0.0008, 0.0007, 0.0125
O, 0.0056, -0.0042, 0.0071
O, 0.0007, 0.0071, 0.0116
O, 0.0018, 0, -0.0129
O, -0.0027, -0.0008, -0.0114
O, 0.0066, 0.01, 0.0213
O, -0.0039, -0.0076, -0.0065
O, -0.0008, 0.0022, 0.0168
O, -0.0056, 0.0011, 0.0081
O, -0.0001, -0.0009, 0
O, 0.0023, -0.0028, -0.0012
O, -0.0283, 0.0047, 0.0059
O, 0.0033, -0.0014, 0.0086
O, -0.0026, 0.0057, 0.0176
O, -0.0024, 0.0108, -0.0054
O, 0.0043, -0.0055, 0.0126
O, -0.0096, -0.0075, 0.0136
O, 0.0119, -0.0101, 0.0021
O, -0.0242, -0.0097, -0.0011

The program warned: the cutoff lies below the one the program advises for these potential files; the forces do not sum to zero within the program's tolerance; the exchange-correlation potential is rough where the density is thin.
